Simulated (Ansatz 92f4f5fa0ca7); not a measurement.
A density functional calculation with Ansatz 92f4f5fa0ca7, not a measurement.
Periodic cell of 240 atoms, Si143O91B6, from a study of silicon, its oxide and their interface. The atomic structure is a simulated model.

Settings
functional: PBE
potential files: Ansatz PAW
basis: plane waves
wave-function cutoff: 700 eV
density cutoff ratio: 5
exchange-correlation grid ratio: 1
k mesh: 2 x 2 x 1, shifted by 0.5 0.5 0.5 of a step
self-consistency stop: 5e-08 eV per atom in the density residual
occupations: fixed
spin: none
net charge: 0

Cell vectors (angstrom)
a 11.6015 0 0
b 0 10.938 0
c 0 0 31.7189

Atoms: element, x, y, z (angstrom)
Si 0.5033 0.0259 23.2705
B 3.7751 0.3129 23.7399
Si 7.8389 0.0397 23.1815
B 2.2669 0.9472 23.7622
Si 5.5925 1.133 23.2438
Si 9.9851 1.205 23.2063
Si -0.0657 5.1393 23.1692
B 3.6761 5.8351 23.3792
Si 7.4913 5.4414 22.869
Si 1.8413 6.6263 22.9221
Si 5.4838 6.7206 23.0368
Si 9.5952 6.4754 23.2622
Si 2.0747 2.6024 24.9481
Si 5.7065 2.7675 24.9741
Si 9.7087 2.7049 24.9916
Si 11.7119 3.8904 25.0971
Si 3.8125 4.2667 24.7939
Si 7.7049 3.9948 24.8028
Si 2.0126 8.0678 24.9372
Si 5.7721 8.1949 24.9328
Si 9.7097 8.1695 24.9329
Si 11.7125 9.4485 25.0301
Si 3.861 9.6032 24.9523
Si 7.7556 9.4877 24.9866
Si 11.6226 -0.0235 26.8914
Si 3.8721 -0.0263 26.9346
Si 7.6996 -0.0104 26.879
Si 1.9676 1.3299 26.9384
Si 5.7634 1.3812 26.8956
Si 9.6516 1.3223 26.8967
Si 11.6518 5.4457 26.8843
Si 3.8891 5.4473 26.8791
Si 7.7357 5.4247 26.7838
Si 1.9802 6.8025 26.9131
Si 5.8067 6.8233 26.8646
Si 9.6949 6.7957 26.8652
Si 1.9336 2.7345 28.8196
Si 5.8008 2.7345 28.8196
Si 9.6679 2.7345 28.8196
Si 0 4.1018 28.8196
Si 3.8672 4.1018 28.8196
Si 7.7343 4.1018 28.8196
Si 1.9336 8.2035 28.8196
Si 5.8008 8.2035 28.8196
Si 9.6679 8.2035 28.8196
Si 0 9.5708 28.8196
Si 3.8672 9.5708 28.8196
Si 7.7343 9.5708 28.8196
Si 0 0 30.7532
Si 3.8672 0 30.7532
Si 7.7343 0 30.7532
Si 1.9336 1.3673 30.7532
Si 5.8008 1.3673 30.7532
Si 9.6679 1.3673 30.7532
Si 0 5.469 30.7532
Si 3.8672 5.469 30.7532
Si 7.7343 5.469 30.7532
Si 1.9336 6.8362 30.7532
Si 5.8008 6.8362 30.7532
Si 9.6679 6.8362 30.7532
Si 1.9336 2.7345 0.9679
Si 5.8008 2.7345 0.9679
Si 9.6679 2.7345 0.9679
Si 0 4.1018 0.9679
Si 3.8672 4.1018 0.9679
Si 7.7343 4.1018 0.9679
Si 1.9336 8.2035 0.9679
Si 5.8008 8.2035 0.9679
Si 9.6679 8.2035 0.9679
Si 0 9.5708 0.9679
Si 3.8672 9.5708 0.9679
Si 7.7343 9.5708 0.9679
Si 11.5582 0.0749 2.8331
Si 3.8715 0.0621 2.8757
Si 7.7142 0.0366 2.8721
Si 1.9128 1.3973 2.9179
Si 5.7995 1.4054 2.8909
Si 9.6294 1.4018 2.8846
Si 11.5678 5.4461 2.9399
Si 3.8959 5.4782 2.9303
Si 7.7416 5.4634 2.9315
Si 1.9194 6.8048 2.856
Si 5.823 6.8839 2.9669
Si 9.6583 6.8527 2.913
Si 1.9061 2.7592 4.9172
Si 5.8291 2.7137 4.8602
Si 9.6569 2.5708 4.9579
Si 11.5181 4.0788 4.9092
Si 3.874 4.0834 4.8642
Si 7.7673 4.0643 4.8682
Si 1.9158 8.4432 4.5378
Si 5.821 8.3199 4.9114
Si 9.6138 8.3225 4.7838
Si 11.5414 9.7039 4.7534
Si 3.8808 9.6945 4.8216
Si 7.7492 9.7769 4.9156
Si 11.6791 0.2805 6.6603
Si 3.6208 0.207 6.7493
B 8.0394 0.389 6.2746
B 1.8762 1.2274 6.1914
Si 6.0927 1.2769 6.7835
B 9.6344 0.9372 6.3053
Si 11.511 5.7571 6.6342
Si 3.6577 5.6412 6.6384
Si 7.6892 5.4851 6.7958
Si 1.8191 7.0758 6.3427
Si 5.7313 6.8872 6.8435
Si 9.4862 7.0714 6.7807
O 0.3138 5.0901 8.117
O 5.8546 7.9119 8.1862
O 7.8205 4.4367 8.1271
O 6.1987 2.2683 8.1256
O 3.1056 4.8954 8.0634
O 3.1799 10.2565 8.1211
O 1.8228 7.9828 7.7306
O 9.2331 8.2729 7.9727
O 0.4813 10.2869 8.0185
O 11.2686 4.2081 21.8031
O 7.5648 5.11 21.2085
O 8.1183 10.1938 21.7306
O 10.1097 1.8182 21.6677
O 10.0511 6.713 21.679
O 1.5247 7.6385 21.6073
O 5.6546 7.591 21.6114
O 5.4407 1.9839 21.832
O 0.6686 10.1772 21.8237
Si 1.8057 9.4167 8.487
Si 3.9411 5.2321 9.4253
Si 5.3097 7.7715 9.7264
Si 11.5052 0.5394 13.7934
Si 0.8008 2.6894 18.2331
Si 7.6908 6.74 11.4449
Si 8.3247 4.4381 16.744
Si 9.7805 8.2847 9.5262
Si 2.471 3.7105 11.736
Si 10.102 11.1362 10.937
Si 4.917 1.0923 15.4071
Si 11.3294 3.0713 11.011
Si 0.0563 5.7075 9.5964
Si 5.9859 3.7756 14.6444
Si 6.6206 3.6317 8.9144
Si 2.9248 1.106 13.0077
Si 11.7401 4.5674 13.4502
Si 8.1748 8.7699 13.6706
Si 7.5672 0.6192 12.2114
Si 9.7073 7.4383 20.2887
Si 7.6778 10.4633 20.1805
Si 1.5551 7.7547 11.1325
Si 11.1173 7.5481 13.3643
Si 6.4776 7.9369 20.2535
Si 3.8731 5.7146 15.5313
Si 5.8325 1.9311 20.2629
Si 10.5801 3.1129 20.8066
Si 0.7504 8.8854 20.8478
Si 1.2663 9.0316 15.2335
Si 2.4205 9.1701 18.1629
Si 0.8359 5.1831 16.3557
Si 8.9951 9.9244 17.6064
Si 10.1636 1.7027 16.2954
Si 3.6158 8.1209 13.5244
Si 4.8412 10.1026 11.7731
Si 3.6086 1.1471 18.1739
Si 4.8109 7.3382 17.7952
Si 10.0818 6.8625 17.3814
Si 7.3327 3.6852 11.9567
Si 7.7369 4.1887 19.8376
Si 6.4675 9.3842 16.1194
O 8.1065 7.7574 20.3173
O 10.3045 9.7644 10.0366
O 1.3474 2.9916 10.7772
O 0.9982 4.1852 17.6276
O 9.7435 8.4863 17.2294
O 7.877 2.2189 12.5903
O 6.3391 9.5333 19.9303
O 7.4576 7.5973 12.8021
O 3.4061 -0.0362 11.9189
O 10.5786 1.541 14.7099
O 8.7506 7.6439 10.6008
O 7.999 10.3622 13.2726
O 0.3262 10.2834 14.8131
O 8.9887 10.2379 19.2172
O 4.1509 6.8501 14.3854
O 9.2165 3.5363 20.0233
O 10.8353 4.4769 10.3127
O 4.422 1.6391 16.8545
O 2.7923 7.6445 12.1946
O 11.7446 4.3883 15.0803
O 9.757 8.3687 13.6872
O 2.2865 5.6708 15.8316
O 4.4875 4.3141 14.9944
O 1.3591 6.2387 10.4635
O 10.8406 8.6058 20.2836
O 0.5095 7.7069 14.6479
O 9.9484 6.5013 18.9752
O 6.2963 6.8384 10.6267
O 7.4741 8.6053 15.1192
O 7.3951 9.8595 17.3478
O 7.1686 1.046 19.9801
O 11.5135 1.8301 17.1875
O 9.2016 3.0304 16.5557
O 11.011 3.3345 12.6206
O 2.7164 9.0862 14.4909
O 5.9909 0.3261 11.8874
O 6.2268 4.1396 13.068
O 5.0404 9.2519 10.3796
O 1.462 9.0089 16.8451
O 6.3067 3.4022 19.8128
O 5.428 4.7195 9.008
O 0.1057 2.736 19.6983
O 4.6224 5.9635 16.9609
O 5.7201 10.6339 15.4405
O 6.9552 3.2005 10.4471
O 5.3312 8.4166 16.7097
O 8.4761 11.2815 10.8876
O 9.1453 5.8483 16.4838
O 10.9218 7.1386 9.4307
O 3.3274 10.5018 17.9797
O 7.7674 4.6627 18.2662
O 3.9527 6.8598 9.647
O 7.1335 4.4067 15.6228
O 10.6984 1.6696 10.4252
O 0.2206 8.1421 12.0164
O 3.3741 2.5672 12.4515
O 1.3073 1.1544 13.2168
O 10.9044 5.9432 13.1389
O 8.1109 5.1571 11.708
O 4.5329 1.4025 19.4734
O 5.9824 2.1612 14.8142
O 2.2437 1.9806 18.3871
O 4.8902 9.0136 13.0056
O 5.8502 7.0723 19.0197
O 3.3731 7.8617 18.352
O -0.0055 6.4662 16.9211
O 9.527 0.2613 16.7502
O 3.5093 4.5141 10.7996
O 1.69 4.615 12.876
O 10.6857 0.0332 12.464
O 3.6213 0.8968 14.454
O 1.5678 9.3234 19.5189
O 1.759 8.9934 10.0748

Results
free energy: -143605.015 eV
free energy less fixed offsets of B -155.45, O -569.03, Si -635.61 eV per atom: 1.645 eV

Forces (eV/angstrom), in the order of the atoms: element, x, y, z
Si 0.0033 -0.0082 -0.067
B 0.0571 -0.1327 -0.0141
Si 0.1013 0.0644 -0.0321
B -0.0568 0.1022 -0.0022
Si -0.0561 -0.0295 -0.0185
Si -0.0615 -0.069 -0.0226
Si -0.0623 0.0178 -0.0059
B 0.0455 -0.1367 0.0634
Si 0.0915 -0.0072 0.0374
Si 0.0225 0.1235 0.0233
Si 0.0477 -0.0019 -0.122
Si 0.1161 -0.0433 -0.0567
Si 0.0015 -0.1703 0.0221
Si -0.0153 -0.0847 0.0192
Si -0.0603 -0.0586 -0.0017
Si 0.0585 0.078 -0.0166
Si -0.0109 0.159 -0.0802
Si -0.0096 0.0617 -0.0068
Si -0.0073 -0.0536 -0.045
Si -0.0293 -0.118 -0.022
Si -0.0489 -0.0695 -0.0158
Si -0.0211 0.0867 0.005
Si -0.0757 0.1562 -0.0386
Si 0.0122 0.0712 -0.0261
Si -0.0387 -0.0215 0.0367
Si 0.0024 -0.0385 -0.0097
Si 0.0091 -0.0589 0.0022
Si 0.0394 0.0671 0.0097
Si 0.0107 0.036 0.0048
Si 0.0395 0.0355 0.0068
Si 0.0086 -0.0509 0.0054
Si -0.0224 -0.0724 0.0245
Si 0.0308 -0.0192 0.0327
Si 0.005 0.0438 0.0287
Si 0.013 0.0435 0.0418
Si -0.0616 0.0292 0.0281
Si 0.0057 0.0159 0.2017
Si -0.0351 -0.0384 0.1832
Si 0.0028 -0.1367 -0.0591
Si 0.053 -0.0174 0.0728
Si 0.0708 -0.1194 -0.0391
Si -0.0226 0.0336 -0.4397
Si 0.0354 -0.0416 0.0086
Si 0.0248 -0.1331 -0.046
Si 0.0213 -0.1985 -0.214
Si 0.0476 -0.0117 0.0963
Si 0.0533 -0.2324 0.3375
Si -0.1112 0.0086 -0.0231
Si 0.0033 -0.0777 -0.0056
Si -0.0036 -0.0522 0.0072
Si 0.0091 -0.0096 0.016
Si 0.0132 -0.0097 0.0142
Si 0.0167 0.0154 0.0114
Si -0.0116 -0.001 0.0275
Si 0.0066 -0.0006 0.0392
Si -0.0089 0.0493 0.0057
Si -0.0106 0.0955 0.0131
Si 0.003 0.1024 -0.0849
Si -0.0044 -0.0394 -0.0324
Si -0.0075 0.0165 -0.01
Si -0.014 0.1182 0.0663
Si 0.0261 0.1776 -0.1404
Si -0.0753 0.2316 -0.1314
Si -0.0664 0.0787 0.0978
Si 0.0832 0.1342 0.1052
Si -0.0053 0.0919 0.0235
Si -0.0371 -0.1423 -0.245
Si 0.0607 -0.0646 0.2094
Si -0.0124 -0.0153 0.0211
Si -0.0253 0.0559 -0.1054
Si -0.0023 0.1187 0.102
Si -0.0235 0.0028 -0.0287
Si -0.0011 -0.0335 -0.0071
Si 0.0134 -0.0391 -0.006
Si -0.0089 -0.065 -0.0084
Si 0.0075 0.0866 -0.0182
Si 0.0131 0.0225 0.0078
Si 0.0258 0.0456 -0.0057
Si -0.0229 -0.0608 -0.0056
Si -0.0292 -0.0357 -0.0223
Si -0.0001 -0.0362 -0.0302
Si 0.0315 0.0453 -0.0351
Si 0.0077 0.0579 -0.0222
Si -0.0153 0.0487 -0.0116
Si -0.0201 -0.1578 -0.0006
Si -0.0516 -0.0438 -0.0019
Si -0.0351 -0.1523 0.0233
Si -0.0148 0.1181 0.0268
Si 0.0275 0.0589 0.0055
Si 0.039 0.1144 0.0262
Si 0.0112 -0.0674 0.0011
Si 0.0047 -0.0942 0.0401
Si -0.0472 -0.0918 0.0227
Si -0.0039 0.075 0.0145
Si 0.0004 0.0709 0.0182
Si 0.0566 0.1164 -0.0084
Si 0.0913 -0.094 0.0219
Si -0.1367 0.0737 0.0682
B -0.1248 0.0839 0.0864
B 0.0565 0.0023 -0.0288
Si 0.1249 -0.0604 0.0046
B -0.0602 0.0431 -0.0517
Si 0.0834 -0.0717 -0.0319
Si -0.1665 0.0119 -0.0264
Si 0.0549 0.0084 0.0521
Si 0.089 -0.0486 0.0916
Si 0.1062 0.0578 -0.0421
Si -0.0747 0.0442 0.0102
O -0.0319 -0.0031 -0.0229
O -0.0345 0.0104 0.0003
O -0.0356 -0.0279 -0.0156
O -0.0247 -0.0017 -0.033
O 0.0657 -0.0194 0.0245
O 0.0039 -0.0109 -0.0238
O -0.0245 0.0531 0.0061
O 0.0197 0.0075 -0.0186
O -0.002 0.0152 -0.0399
O 0.0254 -0.0285 0.0125
O -0.0152 -0.0268 0.0191
O -0.0507 -0.0121 0.0021
O 0.0371 0.043 0.0255
O -0.0949 0.0904 -0.1039
O -0.0038 -0.0085 0.035
O 0.0102 0.0276 0.0043
O 0.0124 0.0265 0.0186
O 0.0216 -0.0357 0.0316
Si 0.0193 -0.0495 0.0073
Si -0.0001 -0.0241 0.0061
Si -0.0069 0.0066 0.0041
Si -0.0041 0.0048 0.0047
Si -0.0025 0.0008 -0.0022
Si -0.0056 0.0022 0.0047
Si -0.0113 0.0036 0.0047
Si -0.0041 0.0034 0.0075
Si 0.01 0.0023 -0.0015
Si -0.007 -0.0014 0.0111
Si 0.005 0.0038 -0.0055
Si 0.0041 0.0041 0.0108
Si 0.0104 -0.009 0.01
Si 0.0003 0.0001 -0.001
Si -0.0025 0.0205 0.0186
Si 0.0021 -0.0007 -0.0026
Si -0.0012 -0.0035 0.0047
Si -0.003 -0.0023 0.0145
Si -0.005 0.0017 0.0026
Si 0.0112 -0.0253 0.0561
Si 0.0106 -0.0075 0.0162
Si 0.0059 0.007 0.0014
Si -0.0018 0.0013 0.0024
Si 0.0204 0.0154 -0.0131
Si 0.0011 -0.0015 -0.0003
Si 0.006 -0.0042 -0.0269
Si 0.0034 -0.002 -0.0087
Si -0.0372 0.0096 -0.0435
Si -0.0013 -0.001 0.006
Si -0.0058 0.0038 -0.005
Si -0.002 0.0043 0.0029
Si 0 -0.0021 0.0165
Si 0.0024 0.0012 -0.0073
Si 0.0033 -0.0009 0.0021
Si -0.001 -0.0006 -0.0012
Si 0.0059 -0.0034 -0.0089
Si 0.0016 -0.0059 -0.001
Si 0.0043 -0.0077 0.015
Si -0.0032 -0.001 -0.0018
Si -0.011 -0.0057 -0.0172
Si 0.005 0.0009 0.0033
O -0.0226 -0.0089 -0.0147
O 0.0037 -0.0146 -0.0092
O -0.0119 0.0219 0.0314
O -0.0064 -0.0166 -0.0111
O -0.02 0.01 -0.0104
O 0.0054 -0.0073 -0.0104
O 0.0033 -0.0119 0.0057
O 0.0075 -0.0113 -0.0174
O 0.0116 0.0074 0.0251
O 0.0064 -0.0124 0.0107
O 0.0025 0.0075 -0.0129
O -0.0102 -0.0035 -0.0092
O 0.0106 -0.0089 -0.0115
O 0.0002 0.007 -0.0004
O -0.0211 0.0026 0.0007
O 0.0214 0.0044 0.0154
O 0.0092 0.0008 0.0047
O -0.0036 -0.0149 0.0034
O -0.0069 0.0159 0.0143
O 0.0101 0.016 -0.0052
O 0.0051 -0.0051 -0.0051
O 0.001 -0.0125 0.0019
O 0.0116 0.0068 0.003
O -0.005 0.0111 0.0029
O 0.0223 0.0022 0.0066
O -0.008 0.0181 -0.0154
O 0.0042 0.0315 -0.0112
O 0.0124 0.014 -0.0087
O -0.0052 0.0164 -0.0023
O -0.0071 -0.0065 -0.0274
O -0.0236 -0.0141 0.0177
O -0.0022 0.0215 0.0065
O 0.0029 0.0003 -0.0069
O 0.0194 0.0203 -0.0188
O -0.0108 -0.025 -0.0113
O 0.0063 -0.0195 -0.0015
O 0.004 -0.0096 0.0201
O 0.0029 -0.0145 0.0162
O 0.0194 0.011 -0.0066
O -0.0156 -0.0046 0.011
O -0.0122 -0.0094 0.036
O -0.0055 0.0063 -0.0079
O -0.0109 0.0147 -0.006
O 0.0048 -0.0024 0.0052
O -0.0006 0.0106 -0.0199
O 0.0062 -0.0023 0.0121
O 0.0013 0.0102 0.0253
O 0.0104 -0.0085 0.0137
O -0.0049 -0.0039 -0.0131
O -0.0144 0.0005 0.0105
O 0.0017 -0.0052 -0.0233
O 0.0185 -0.0174 -0.025
O -0.0045 -0.0103 0.0017
O -0.0041 -0.0014 0.0052
O 0.0134 -0.0199 0.0209
O -0.0275 -0.012 -0.0008
O 0.0078 -0.0155 0.004
O 0.0133 0.0007 0.0027
O -0.0062 0.0052 0.0003
O 0.0103 0.0049 0.0061
O -0.021 0.0158 0.0069
O -0.0039 -0.0011 -0.0073
O -0.0325 0.005 -0.0188
O -0.012 0.019 0.0054
O 0.0109 0.0116 -0.0116
O -0.0026 -0.014 -0.0093
O 0.0027 0 0.0122
O -0.0175 0.0042 -0.0041
O -0.0188 -0.0234 -0.006
O 0.004 0.0145 -0.0077
O 0.0049 0.0154 -0.0108
O 0.0076 -0.0131 0.0068
O -0.005 -0.0105 0.0115

The program warned: the cutoff lies below the one the program advises for these potential files; the exchange-correlation potential is rough where the density is thin.
